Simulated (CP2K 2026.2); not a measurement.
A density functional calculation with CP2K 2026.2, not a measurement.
Periodic cell of 505 atoms, Si360O143H2, from a study of silicon, its oxide and their interface. The atomic structure is a simulated model.
Doubt: the forces sum to 2.99 eV/angstrom along one axis rather than to zero, so they err by at least 0.0059 eV/angstrom per atom on average; the grid cutoff is modest.

Settings: functional PBE; method Gaussian and plane waves; basis set DZVP-MOLOPT-SR-GTH; pseudopotentials GTH-PBE; grid cutoff 350 Ry, relative cutoff 50 Ry; k points Gamma only; occupations fixed; spin none; net charge 0.

Cell vectors (angstrom)
a	16.32	0	0
b	0	16.32	0
c	6.5791	0.5835	33.9249

Atoms and the computed forces on them: element, x, y, z (angstrom), force x, y, z (eV/angstrom)
Si	7.652	15.972	33.916	0.08	-0.229	-0.228
Si	3.935	1.635	0.145	0.082	-0.041	-0.134
Si	8.281	4.429	33.774	-0.14	0.048	-0.314
Si	4.465	6.538	0.049	0.118	0.106	-0.48
Si	1.146	9.686	0.058	0.146	-0.058	-0.457
Si	4.298	11.998	0.271	-0.164	0.031	-0.425
Si	6.915	14.85	0.055	0.039	0.028	-0.316
Si	9.791	1.199	0.169	0.005	0.056	-0.236
Si	6.666	4.311	0.211	0.024	-0.008	-0.364
Si	9.803	6.512	0.209	-0.056	0.077	-0.318
Si	6.607	9.933	0.085	0.103	-0.209	-0.287
Si	9.096	12.568	0.148	0.108	-0.126	-0.094
Si	12.046	15.298	0.024	0.091	-0.235	-0.105
Si	15.032	1.072	0.226	-0.058	0.103	-0.06
Si	11.998	4.299	0.168	-0.044	-0.061	-0.272
Si	14.67	7.045	0.004	0.13	-0.153	-0.265
Si	12.452	9.278	0.023	-0.147	0.128	-0.328
Si	15.251	11.944	0.112	-0.011	0.155	-0.569
Si	2.685	0.075	1.405	-0.011	0.092	-0.174
Si	5.459	2.779	1.523	-0.077	0.002	-0.238
Si	2.756	5.445	1.286	0.041	-0.04	-0.094
Si	5.526	8.188	1.372	0.043	0.123	-0.272
Si	2.734	10.773	1.485	-0.081	0.056	-0.211
Si	5.406	13.676	1.461	0.151	-0.098	-0.121
Si	8.136	0.047	1.425	0.078	-0.035	-0.241
Si	10.913	2.73	1.55	0.002	-0.063	-0.242
Si	8.214	5.443	1.557	-0.041	-0.001	-0.22
Si	10.913	8.179	1.443	0.005	-0.081	-0.167
Si	8.093	10.981	1.548	0.045	0.081	-0.214
Si	10.878	13.633	1.324	-0.125	0.189	-0.363
Si	13.591	16.213	1.596	-0.072	0.093	-0.274
Si	16.316	2.796	1.258	0.105	-0.122	-0.225
Si	13.593	5.488	1.423	-0.094	0.069	-0.194
Si	16.286	8.136	1.364	-0.106	0.074	-0.116
Si	13.6	10.858	1.38	0.036	-0.125	-0.094
Si	16.371	13.63	1.335	0.079	0.086	-0.205
Si	1.317	1.439	2.764	0.001	0.072	0.025
Si	4.061	4.152	2.816	0.012	0.009	0.114
Si	1.371	6.782	2.696	0.038	-0.021	-0.035
Si	4.095	9.433	2.814	0.067	-0.05	0.145
Si	1.405	12.268	2.757	-0.033	0.021	0.106
Si	4.027	15.013	2.786	-0.053	0.048	0.042
Si	6.806	1.384	2.832	-0.002	-0.026	0.022
Si	9.515	4.05	2.904	0.046	-0.073	0.163
Si	6.863	6.882	2.826	-0.006	0.014	0.136
Si	9.528	9.56	2.783	-0.03	0.002	-0.006
Si	6.743	12.321	2.893	-0.04	0.045	0.208
Si	9.534	14.981	2.796	-0.018	0.001	-0.044
Si	12.291	1.37	2.878	0.017	0.058	0.178
Si	14.999	4.118	2.722	-0.02	-0.024	0.009
Si	12.251	6.827	2.846	0.002	0.004	0.145
Si	14.961	9.514	2.79	0.003	-0.004	0.111
Si	12.225	12.251	2.718	0.004	0.025	-0.066
Si	14.985	14.85	2.838	0.01	-0.086	0.166
Si	16.312	16.331	4.151	0.021	0.036	-0.095
Si	2.702	2.762	4.184	-0.035	0.011	-0.123
Si	16.343	5.46	4.122	-0.01	-0.023	0.027
Si	2.699	8.108	4.157	0.098	0.055	0.016
Si	16.334	10.907	4.147	-0.051	-0.004	-0.124
Si	2.723	13.625	4.175	-0.031	-0.06	0.006
Si	5.416	16.345	4.166	0.021	0.009	0.038
Si	8.146	2.704	4.249	0.029	0.059	0.001
Si	5.459	5.504	4.18	-0.08	-0.005	-0.101
Si	8.204	8.221	4.209	-0.076	-0.047	0.013
Si	5.401	10.876	4.199	0.029	0.053	-0.076
Si	8.169	13.648	4.226	0.018	-0.019	-0.118
Si	10.885	16.337	4.213	-0.059	-0.027	-0.111
Si	13.666	2.769	4.17	-0.045	-0.074	0.005
Si	10.89	5.451	4.222	0.035	0.037	-0.088
Si	13.617	8.182	4.216	-0.001	-0.023	-0.115
Si	10.888	10.917	4.141	0.018	-0.023	0.07
Si	13.578	13.54	4.177	0.109	0.037	0.061
Si	17.649	14.986	16.52	-0.032	0.051	0.002
Si	4.063	1.398	16.517	-0.01	0.021	0.017
Si	17.671	4.101	16.57	-0.007	0.02	0.067
Si	4.093	6.82	16.575	-0.025	-0.013	0.064
Si	17.721	9.55	16.533	-0.001	-0.073	0.002
Si	4.049	12.227	16.491	0.012	0.031	-0.01
Si	6.813	14.997	16.513	-0.009	-0.003	-0.029
Si	9.518	1.382	16.547	0.015	0.008	0.027
Si	6.827	4.145	16.557	-0.028	0.009	0.042
Si	9.525	6.796	16.598	0.013	0.026	0.096
Si	6.81	9.499	16.522	0.031	-0.014	0.02
Si	9.533	12.232	16.504	0.02	-0.002	0.013
Si	12.281	15.004	16.522	-0.024	-0.039	0.035
Si	14.94	1.379	16.597	0.006	0.003	0.082
Si	12.24	4.088	16.605	-0.009	-0.015	0.061
Si	14.955	6.809	16.579	0.022	0.032	0.021
Si	12.251	9.526	16.57	0.019	-0.009	0.044
Si	14.984	12.283	16.527	-0.022	0.001	0.021
Si	18.964	16.397	17.863	0.028	-0.13	0.028
Si	5.422	2.784	17.858	0.043	-0.053	0.07
Si	19.063	5.431	17.948	-0.053	0.1	0.092
Si	5.435	8.21	17.954	0.104	-0.027	0.016
Si	19.045	10.907	17.953	0.006	0.035	0.031
Si	5.418	13.603	17.787	-0.061	-0.059	0.033
Si	8.157	16.352	17.918	0.018	0.029	0.115
Si	10.861	2.709	17.968	0.025	0.027	0.091
Si	8.169	5.458	18.022	-0.014	-0.037	0.102
Si	10.907	8.151	17.972	-0.028	0.026	-0.006
Si	8.218	10.819	17.865	-0.075	0.014	0.029
Si	10.908	13.617	17.822	-0.026	0.049	0.018
Si	13.587	16.327	17.994	-0.018	0.027	0.147
Si	16.292	2.769	17.97	0.035	-0.026	-0.035
Si	13.607	5.449	17.989	-0.061	-0.021	-0.028
Si	16.366	8.188	17.881	0.044	0.014	0.045
Si	13.601	10.955	17.889	0.079	-0.032	0.023
Si	16.367	13.593	17.937	-0.044	0.055	0.067
Si	17.675	1.438	19.337	-0.001	-0.031	0.005
Si	4.113	4.067	19.343	-0.004	0.01	-0.039
Si	17.687	6.813	19.294	-0.009	-0.085	-0.156
Si	4.088	9.581	19.351	0.013	-0.006	-0.009
Si	17.74	12.279	19.386	0.017	0.031	-0.055
Si	3.997	14.946	19.102	-0.113	0.02	-0.184
Si	6.75	1.444	19.235	0.144	0.107	-0.129
Si	9.53	4.039	19.416	-0.096	-0.051	0.026
Si	6.782	6.874	19.365	0.064	0.019	-0.12
Si	9.574	9.531	19.357	-0.086	-0.029	0.076
Si	6.767	12.18	19.09	-0.008	-0.065	-0.258
Si	9.566	14.934	19.212	0.097	0.115	-0.166
Si	12.167	1.347	19.41	-0.097	-0.145	0.013
Si	14.924	4.081	19.397	0.008	-0.011	0.016
Si	12.275	6.815	19.378	-0.085	-0.071	0.017
Si	15.082	9.665	19.185	0.061	0.154	-0.095
Si	12.206	12.299	19.262	0.024	0.038	-0.036
Si	15.001	14.93	19.319	0.011	0.033	-0.165
Si	16.343	16.326	20.666	0.01	-0.019	0.096
Si	19.099	2.712	20.783	0.013	-0.092	0.168
Si	16.333	5.447	20.716	-0.013	0.194	0.224
Si	19.031	8.192	20.669	0.01	-0.106	0.13
Si	16.353	10.971	20.766	-0.17	-0.159	0.427
Si	19.139	13.68	20.694	0.098	0.026	0.182
Si	5.322	16.323	20.362	-0.059	0.051	0.224
Si	8.066	2.669	20.796	-0.028	0.189	0.175
Si	5.432	5.485	20.712	-0.147	0.084	0.138
Si	8.174	8.197	20.771	0.054	0.065	0.275
Si	5.488	10.997	20.648	0.033	0.029	0.057
Si	8.146	13.506	20.35	0.075	-0.077	0.211
Si	10.765	16.219	20.793	0.203	-0.017	0.239
Si	13.562	2.699	20.796	-0.101	-0.059	0.051
Si	10.933	5.4	20.812	0.121	-0.086	0.042
Si	13.741	8.323	20.472	-0.026	-0.139	0.106
Si	10.921	10.969	20.721	-0.18	0.004	0.201
Si	13.587	13.593	20.657	0.039	-0.103	0.303
Si	17.947	15.239	22.006	0.008	0.058	0.288
Si	20.269	0.989	21.995	0.09	0.07	0.344
Si	17.912	4.305	22.08	-0.123	-0.02	0.48
Si	20.09	6.582	22.017	0.23	0.094	0.314
Si	17.51	9.316	22.048	0.003	0.046	0.356
Si	4.621	12.762	21.969	0.011	0.18	0.588
Si	6.731	14.909	21.486	0.004	0.095	0.517
Si	8.931	0.813	22.039	-0.309	-0.256	-0.082
Si	6.983	4.4	22.106	-0.062	-0.305	0.364
Si	9.339	6.552	22.082	0.004	0.136	0.313
Si	7.007	9.874	22.03	0.034	-0.208	0.475
Si	9.175	12.122	21.938	0.094	0.161	0.351
Si	12.464	15.077	22.101	-0.275	0.004	0.337
Si	14.691	1.02	22.002	0.092	0.133	0.394
Si	12.131	3.895	22.279	0.023	0.137	0.01
Si	15.235	7.214	21.877	0.027	-0.04	0.252
Si	12.627	9.8	21.875	0.015	0.221	0.305
Si	14.694	12.102	22.135	0.145	0.136	-0.074
Si	18.775	7.43	27.369	-0.066	0.003	0.233
Si	10.972	8.256	31.008	0.269	-0.115	-0.685
Si	10.272	4.454	28.765	0.102	-0.103	-0.175
Si	21.993	7.062	30.918	-0.143	0.174	-0.75
Si	16.538	13.467	24.223	-0.029	0.1	0.441
Si	9.867	12.849	31.358	0.117	0.023	-0.526
Si	14.699	3.194	31.868	0.073	0.228	-0.301
Si	17.578	4.767	27.686	0.067	0.08	0.265
Si	20.45	9.272	29.353	-0.027	-0.021	-0.36
Si	16.197	9.169	26.789	0.016	-0.148	0.255
Si	7.071	11.49	26.245	-0.048	0.041	0.315
Si	12.369	0.925	26.182	0.198	-0.043	0.362
Si	11.907	14.273	25.187	0.086	0.023	0.557
Si	13.596	9.785	31.065	-0.087	0.018	-0.459
Si	8.686	9.985	31.005	-0.163	0.254	-0.706
Si	16.288	15.3	26.672	0.106	0.219	0.564
Si	12.408	1.011	31.772	-0.207	-0.036	-0.381
Si	5.811	4.107	25.109	0.067	0.157	0.577
Si	18.881	16.084	28.311	0.117	0.001	-0.039
Si	21.528	13.51	31.082	0.277	-0.137	-0.625
Si	20.704	6.931	25.059	-0.221	-0.165	0.528
Si	7.271	15.641	25.919	-0.193	-0.101	0.51
Si	14.663	13.964	28.929	-0.109	-0.122	-0.265
Si	9.007	13.511	24.763	-0.156	-0.189	0.452
Si	10.988	9.516	25.321	-0.172	0.323	0.044
Si	19.998	3.088	31.947	-0.015	0.044	-0.409
Si	16.471	12.827	31.209	-0.054	0.123	-0.704
Si	21.673	4.359	29.959	-0.038	-0.048	-0.595
Si	15.832	7.844	31.174	0.03	-0.153	-0.558
Si	8.734	4.359	26.114	0.04	-0.014	0.485
Si	10.231	2.255	24.274	0.153	0.164	0.674
Si	7.823	15.005	31.033	-0.076	-0.074	-0.576
Si	5.174	1.228	24.91	-0.097	-0.31	0.654
Si	19.433	2.68	29.043	0.095	0.061	-0.438
Si	12.065	11.823	26.862	-0.096	-0.162	0.107
Si	7.941	5.318	30.651	0.257	-0.1	-0.754
Si	15.177	1.447	25.04	-0.145	-0.164	0.616
Si	18.891	14.822	31.07	-0.087	0.113	-0.576
Si	12.428	6.513	28.806	0.041	-0.104	-0.271
Si	20.484	12.233	25.034	0.317	0.269	0.691
Si	16.612	3.985	24.94	0.174	0.097	0.651
Si	6.654	8.802	24.895	0.14	0.173	0.698
Si	9.19	16.001	28.478	0.109	0.026	-0.043
Si	18.023	10.777	24.725	-0.158	-0.244	0.743
Si	13.406	7.829	26.202	0.015	0.262	0.448
Si	9.277	7.21	24.969	-0.007	0.128	0.85
Si	14.444	11.044	28.411	0.058	-0.069	-0.302
Si	17.917	10.209	31.005	0.115	-0.181	-0.569
Si	11.544	13.871	29.098	0.058	0.035	-0.311
Si	20.718	15.01	26.337	0.217	-0.083	0.235
Si	11.309	1.612	28.985	-0.168	0.324	-0.282
Si	6.403	11.189	29.178	-0.076	-0.054	-0.338
Si	13.948	5.647	24.222	0.001	0.114	0.382
Si	15.253	5.235	29.622	-0.097	0.269	-0.377
Si	1.36	14.989	5.541	0.007	-0.01	-0.018
Si	4.071	1.39	5.549	-0.009	0.019	-0.045
Si	1.347	4.116	5.554	0.035	-0.035	-0.063
Si	4.076	6.814	5.57	-0.001	-0.032	-0.028
Si	1.365	9.524	5.522	0.011	0.016	-0.065
Si	4.064	12.255	5.563	-0.016	-0.015	-0.004
Si	6.783	15.002	5.567	0.017	-0.015	-0.027
Si	9.525	1.359	5.599	0.004	-0.017	-0.003
Si	6.788	4.111	5.565	0.008	-0.009	-0.007
Si	9.534	6.828	5.579	0.016	0.001	-0.021
Si	6.805	9.554	5.57	0.025	0.014	-0.033
Si	9.537	12.257	5.56	-0.037	0.044	-0.062
Si	12.251	14.952	5.553	-0.012	0.006	-0.038
Si	14.976	1.373	5.548	0.01	0.014	-0.008
Si	12.278	4.096	5.562	0	0.017	-0.012
Si	14.993	6.804	5.544	-0.023	0.046	-0.052
Si	12.239	9.559	5.551	0.02	-0.026	-0.059
Si	14.963	12.227	5.557	-0.04	-0.054	-0.028
Si	2.719	16.343	6.925	0.007	-0.012	0.007
Si	5.429	2.745	6.934	-0.012	0.019	-0.005
Si	2.716	5.455	6.935	0.028	-0.001	0.04
Si	5.442	8.183	6.932	-0.018	0.016	-0.005
Si	2.709	10.884	6.923	0.004	0.036	-0.005
Si	5.435	13.619	6.929	0.033	-0.019	0
Si	8.149	16.335	6.958	-0.015	0.014	0.014
Si	10.903	2.736	6.933	-0.001	-0.013	-0.008
Si	8.162	5.462	6.937	-0.007	0.013	-0.008
Si	10.895	8.193	6.936	-0.013	-0.009	0.005
Si	8.17	10.908	6.939	-0.007	-0.011	0.004
Si	10.89	13.611	6.94	0.008	-0.012	0.01
Si	13.609	16.329	6.918	-0.014	0.022	-0.017
Si	16.325	2.74	6.925	0.008	-0.022	0.019
Si	13.627	5.462	6.931	-0.005	-0.027	0.004
Si	16.334	8.175	6.918	-0.006	-0.01	0.01
Si	13.605	10.887	6.941	0.031	0	0.03
Si	16.32	13.616	6.912	-0.023	0.031	-0.005
Si	17.684	1.383	8.302	0.006	0.013	-0.004
Si	4.072	4.097	8.312	-0.009	-0.021	0
Si	17.684	6.82	8.306	0.02	0.017	-0.002
Si	4.078	9.539	8.304	0.026	0.016	0.003
Si	17.675	12.254	8.293	-0.008	-0.031	-0.003
Si	4.078	14.981	8.302	-0.002	0.003	0
Si	6.791	1.388	8.313	0.029	-0.006	0.007
Si	9.532	4.098	8.299	0.012	0.014	0.009
Si	6.801	6.821	8.307	-0.009	-0.02	0.005
Si	9.529	9.542	8.31	-0.002	-0.008	0.003
Si	6.803	12.267	8.307	0.006	0.016	0.002
Si	9.521	14.969	8.313	-0.02	-0.007	-0.003
Si	12.253	1.369	8.302	-0.02	-0.007	0.007
Si	14.971	4.096	8.307	-0.021	-0.004	0.004
Si	12.258	6.823	8.3	0.012	0.021	0.001
Si	14.969	9.523	8.304	-0.03	-0.007	-0.002
Si	12.249	12.252	8.313	-0.001	0.018	0.004
Si	14.967	14.974	8.296	0.016	0	0.003
Si	16.321	16.341	9.67	-0.002	-0.002	-0.003
Si	2.716	2.739	9.687	0.017	-0.01	0.007
Si	16.325	5.459	9.683	-0.002	-0.005	0.003
Si	2.724	8.177	9.679	0.001	-0.004	0
Si	16.322	10.893	9.674	-0.001	0.026	-0.009
Si	2.718	13.615	9.669	0.01	0.007	-0.006
Si	5.435	16.342	9.686	0.004	-0.004	0.002
Si	8.167	2.742	9.677	-0.02	-0.006	0.005
Si	5.441	5.457	9.677	0.002	0.008	-0.002
Si	8.169	8.176	9.676	0	0.016	0.005
Si	5.444	10.9	9.674	0	-0.002	-0.003
Si	8.163	13.615	9.692	0.005	0.001	0.006
Si	10.883	16.337	9.677	0	0	-0.002
Si	13.605	2.738	9.674	0.014	-0.001	0.005
Si	10.894	5.46	9.669	-0.015	-0.004	-0.002
Si	13.612	8.171	9.687	0.009	-0.008	0.009
Si	10.889	10.894	9.689	-0.004	0.001	0.002
Si	13.607	13.619	9.678	-0.015	-0.004	0
Si	17.683	14.982	11.042	0.004	-0.013	-0.006
Si	4.077	1.384	11.063	-0.01	0.003	0.002
Si	17.68	4.101	11.062	0.005	-0.001	0
Si	4.082	6.815	11.051	0.005	0.002	0.001
Si	17.68	9.533	11.052	0.006	0.005	0
Si	4.08	12.257	11.046	0.013	0.009	-0.005
Si	6.802	14.984	11.059	0.003	0.001	-0.001
Si	9.527	1.382	11.052	-0.008	-0.009	0.005
Si	6.806	4.101	11.051	0.012	-0.001	-0.001
Si	9.531	6.813	11.047	0.003	0.007	0
Si	6.809	9.538	11.045	-0.006	-0.004	-0.004
Si	9.527	12.252	11.063	0	-0.002	0.002
Si	12.244	14.979	11.05	-0.004	0.001	-0.003
Si	14.963	1.383	11.047	-0.012	0.009	-0.004
Si	12.248	4.101	11.05	-0.008	-0.006	0.003
Si	14.965	6.811	11.067	-0.004	0.002	0.006
Si	12.251	9.53	11.061	-0.001	0.006	0.003
Si	14.963	12.253	11.048	-0.002	0.002	-0.002
Si	2.71	16.344	12.43	0.002	-0.011	0.002
Si	5.44	2.752	12.43	0.018	-0.017	-0.007
Si	2.721	5.464	12.433	0.021	0.004	0.005
Si	5.455	8.17	12.412	0.001	0.025	-0.007
Si	2.725	10.892	12.42	0	0.008	0.001
Si	5.438	13.617	12.424	-0.002	0	-0.012
Si	8.165	16.348	12.432	-0.001	-0.002	0
Si	10.886	2.746	12.427	0.009	0.009	0
Si	8.175	5.452	12.423	-0.024	-0.002	0.004
Si	10.892	8.162	12.431	-0.017	-0.003	-0.001
Si	8.168	10.885	12.433	-0.004	-0.002	0.004
Si	10.893	13.615	12.43	-0.011	0.015	-0.005
Si	13.595	16.352	12.417	0.012	-0.018	-0.002
Si	16.311	2.744	12.431	-0.003	-0.013	0.003
Si	13.601	5.452	12.443	0.003	-0.002	0.004
Si	16.326	8.174	12.436	-0.003	0.001	-0.005
Si	13.613	10.891	12.432	-0.006	0.022	0
Si	16.32	13.624	12.41	0.01	-0.008	-0.009
Si	17.663	1.384	13.805	0.023	0.007	0.004
Si	4.084	4.114	13.811	-0.025	0.007	0.009
Si	17.683	6.817	13.816	-0.016	0.012	0.008
Si	4.091	9.521	13.78	0.035	-0.034	-0.009
Si	17.674	12.258	13.777	-0.007	0.035	-0.002
Si	4.076	14.982	13.794	0.013	-0.015	-0.004
Si	6.806	1.4	13.802	-0.013	-0.003	-0.004
Si	9.535	4.104	13.81	-0.016	-0.002	-0.005
Si	6.812	6.812	13.788	0.017	-0.007	-0.016
Si	9.529	9.514	13.803	0.011	0.023	0.003
Si	6.8	12.251	13.793	-0.016	0.024	-0.003
Si	9.534	14.982	13.798	0.001	-0.015	-0.004
Si	12.246	1.393	13.804	-0.005	-0.014	-0.004
Si	14.957	4.094	13.824	-0.002	-0.005	0.002
Si	12.241	6.806	13.825	0.004	0.013	-0.004
Si	14.966	9.53	13.814	0.023	-0.002	-0.002
Si	12.258	12.256	13.803	0.007	-0.035	0.006
Si	14.963	14.995	13.773	-0.041	0.018	-0.017
Si	16.284	16.355	15.176	-0.013	-0.075	0.001
Si	19.021	2.757	15.167	0	-0.038	-0.036
Si	16.316	5.461	15.195	0.027	0.012	-0.012
Si	19.066	8.172	15.175	0.011	0.041	-0.006
Si	16.336	10.9	15.17	-0.036	-0.014	0.003
Si	19.018	13.622	15.15	0.021	-0.011	0.008
Si	5.436	16.355	15.157	0.018	-0.021	-0.008
Si	8.167	2.759	15.184	0.002	-0.02	-0.009
Si	5.453	5.479	15.181	0.046	0.03	-0.007
Si	8.18	8.137	15.178	-0.062	-0.012	-0.011
Si	5.445	10.871	15.155	0.001	0.019	-0.002
Si	8.168	13.614	15.155	-0.014	0.008	-0.011
Si	10.889	16.352	15.172	-0.001	0.007	-0.016
Si	13.594	2.74	15.209	0.008	-0.001	0.006
Si	10.889	5.446	15.215	-0.009	0.005	-0.007
Si	13.606	8.167	15.193	-0.024	-0.007	-0.011
Si	10.904	10.872	15.162	-0.029	0.012	-0.024
Si	13.626	13.637	15.152	0.063	0.051	-0.019
O	14.272	6.82	23.154	-0.115	0.098	-0.269
O	16.386	8.2	22.577	-0.245	0.093	-0.675
O	15.661	7.699	32.779	-0.075	-0.013	0.507
O	17.408	3.712	23.553	0.151	0.028	-0.451
O	11.762	0.746	30.289	0.006	-0.024	0.476
O	9.273	1.127	23.621	-0.134	-0.122	-0.062
O	5.759	13.923	22.473	-0.107	-0.235	-0.681
O	6.692	0.722	25.311	0.032	0.043	-0.444
O	20.121	13.974	30.437	-0.164	-0.231	0.214
O	22.771	0.704	33.43	0.141	-0.064	0.382
O	15.25	3.863	30.486	0.022	-0.541	0.36
O	8.149	10.971	22.566	-0.067	-0.132	-0.557
O	12.892	4.605	23.562	0.022	-0.252	-0.061
O	13.728	5.657	29.264	0.221	0.093	0.088
O	17.323	8.15	27.342	-0.11	-0.074	-0.046
O	12.429	15.621	25.97	0.014	-0.188	-0.344
O	9.409	3.27	33.428	-0.092	0.129	0.279
O	15.343	1.555	23.43	-0.057	0.095	-0.646
O	15.939	2.553	32.695	0.132	-0.157	0.23
O	18.315	10.457	32.567	0.025	-0.057	0.651
O	20.144	8.752	33.395	0.168	-0.161	0.485
O	12.916	15.959	32.498	0.249	-0.268	0.269
O	15.146	12.975	23.497	-0.043	0.02	-0.378
O	8.187	5.448	22.577	0.141	0.042	-0.518
O	17.48	5.999	33.527	-0.218	0.21	0.334
O	20.444	1.962	33.01	-0.108	-0.254	0.196
O	11.197	13.424	30.613	0.073	0.189	0.48
O	16.413	13.921	25.802	-0.138	-0.29	-0.598
O	10.01	13.204	32.93	0.176	0.239	0.325
O	13.639	1.678	25.513	0.002	0.286	-0.188
O	9.476	13.077	23.266	0.066	-0.257	-0.546
O	19.551	1.248	28.297	-0.036	0.06	0.169
O	20.08	13.75	25.524	-0.176	-0.035	-0.235
O	20.827	3.538	28.823	-0.064	0.304	0.317
O	19.407	11.102	25.559	-0.116	-0.162	-0.389
O	13.093	14.398	29.072	0.07	0.136	0.212
O	12.141	5.959	33.501	-0.175	-0.01	0.555
O	9.676	11.277	31.06	0.126	-0.139	-0.032
O	21.17	5.396	25.387	-0.095	-0.133	-0.275
O	15.358	13.702	30.378	0.019	-0.187	0.288
O	21.166	5.916	30.067	-0.024	-0.023	0.227
O	6.243	9.445	23.453	0.013	-0.025	-0.569
O	16.04	6.412	30.431	-0.016	0.062	0.488
O	9.569	8.772	30.354	-0.232	-0.098	0.334
O	7.43	10.245	30.004	0.311	-0.284	0.526
O	9.281	3.925	27.587	-0.281	0.061	-0.197
O	11.109	2.817	23.017	0.124	0.095	-0.469
O	18.269	9.785	23.458	-0.045	-0.185	-0.457
O	7.264	6.825	30.523	0.194	-0.107	0.441
O	6.216	14.792	31.089	-0.164	0.24	0.302
O	11.159	3.201	29.345	-0.079	0.065	0.172
O	20.449	12.138	23.415	-0.292	-0.163	-0.609
O	7.138	11.787	27.851	0.063	0.083	-0.076
O	9.827	1.169	28.483	0.103	0.052	0.147
O	13.965	10.95	29.969	-0.027	0.134	0.257
O	13.994	10.146	32.599	-0.156	0.274	0.498
O	7.724	16.001	22.262	0.111	0.175	-0.231
O	11.056	1.543	25.474	-0.31	0.097	-0.515
O	13.545	16.26	22.537	0.175	0.243	-0.142
O	13.654	2.011	31.521	0.137	-0.172	0.08
O	19.325	15.544	32.468	-0.147	-0.066	0.595
O	19.298	7.209	25.844	0.09	0.147	-0.288
O	18.385	15.777	29.834	-0.197	0.045	0.446
O	12.005	9.515	31.022	-0.162	0.266	0.263
O	7.954	14.748	24.755	-0.071	0.028	-0.363
O	8.35	15.601	32.45	-0.056	0.161	0.69
O	10.048	7.038	23.535	0.041	-0.174	-0.739
O	12.031	11.601	33.487	-0.177	0.138	0.712
O	21.189	13.041	32.597	-0.016	0.059	0.468
O	13.963	4.334	32.759	0.022	-0.038	0.225
O	6.256	3.991	23.546	0.258	-0.235	-0.578
O	19.098	4.228	32.665	-0.223	-0.15	0.099
O	14.96	8.329	26.151	-0.141	0.054	-0.308
O	20.043	15.052	27.818	-0.156	-0.082	-0.048
O	21.454	10.324	28.621	-0.114	0.147	-0.017
O	19.09	16.302	22.608	-0.107	-0.174	-0.434
O	19.261	10.096	30.088	-0.144	0.409	0.459
O	5.002	2.737	25.524	0.105	0.05	-0.139
O	20.641	7.185	23.457	-0.13	0.202	-0.435
O	13.296	6.343	25.545	-0.192	-0.401	-0.503
O	8.189	15.94	29.756	-0.251	-0.007	0.37
O	4.907	1.334	23.308	-0.054	0.051	-0.497
O	15.966	12.336	32.664	-0.197	-0.086	0.408
O	15.612	16.341	25.649	-0.221	-0.079	-0.412
O	5.849	12.349	30.152	-0.12	0.142	0.398
O	10.447	14.958	28.566	0.196	-0.213	0.187
O	14.435	8.464	30.605	-0.014	-0.189	0.203
O	17.024	11.475	30.449	0.123	0.252	0.112
O	6.971	4.317	29.751	-0.101	0.227	0.376
O	17.559	4.702	26.061	-0.199	-0.074	-0.615
O	12.096	14.391	23.581	0.122	0.11	-0.755
O	13.671	10.895	22.65	-0.304	0.088	-0.425
O	7.114	4.249	26.094	-0.205	0.161	0.01
O	9.24	5.878	25.882	0.31	0.308	-0.432
O	16.055	4.979	28.227	-0.212	0.108	0.038
O	18.166	3.423	28.368	-0.076	-0.069	0.039
O	5.632	11.935	25.649	-0.148	-0.132	-0.407
O	17.446	0.647	33.535	0.038	0.28	0.178
O	11.407	12.564	28.143	-0.059	-0.154	0.334
O	6.006	14.805	26.549	-0.045	0.251	-0.158
O	11.265	1.66	32.719	0.054	0.132	0.443
O	17.209	14.686	23.377	-0.113	0.002	0.003
O	9.42	5.164	29.974	-0.186	0.308	0.363
O	8.535	13.566	30.765	-0.153	-0.19	0.295
O	17.09	8.815	30.817	0.125	-0.076	-0.052
O	8.354	15.857	27.104	-0.055	-0.052	-0.073
O	18.965	5.494	22.557	0.253	-0.185	-0.404
O	10.909	10.887	26.205	0.076	0.155	-0.039
O	11.336	5.509	28.122	-0.131	-0.047	0.128
O	15.314	4.894	24.63	-0.108	0.185	-0.261
O	21.844	6.938	32.536	0.086	-0.033	0.697
O	11.69	7.116	30.112	0	0.237	0.372
O	12.365	1.31	27.772	0.049	0.098	-0.088
O	20.461	16.443	25.572	-0.04	0.154	-0.233
O	5.409	8.059	25.637	0.036	0.26	-0.271
O	6.647	11.435	33.497	0.203	0.314	0.474
O	14.628	14.321	33.53	0.188	0.041	0.224
O	14.885	12.574	28.11	0.063	-0.093	-0.145
O	12.862	7.675	27.742	-0.04	0.354	-0.108
O	10.609	7.744	32.502	-0.043	-0.069	0.549
O	17.694	13.837	31.48	-0.086	-0.122	0.246
O	10.335	14.03	25.548	-0.246	0.171	-0.239
O	8.225	9.619	32.528	-0.121	-0.033	0.685
O	17.522	12.193	24.134	0.081	0.167	-0.267
O	9.993	8.356	25.891	-0.152	-0.359	-0.237
O	7.766	7.659	24.609	-0.328	-0.257	-0.463
O	8.305	12.281	25.564	0.186	0.036	-0.251
O	18.561	5.996	28.112	-0.069	0.024	0.029
O	21.412	3.693	31.418	-0.125	-0.116	0.359
O	19.845	8.284	28.226	0.044	0.228	0.168
O	7.928	4.967	32.239	0.195	0.011	0.64
O	16.87	10.172	25.711	0.336	0.232	-0.554
O	16.144	2.596	25.658	-0.027	-0.047	-0.086
O	13.219	10.776	27.364	-0.005	-0.238	0.198
O	15.649	10.013	28.074	-0.125	-0.142	0.116
O	7.255	9.9	25.947	-0.185	-0.495	-0.221
O	12.504	8.905	25.373	0.077	0.074	-0.4
O	9.358	3.441	24.938	-0.155	-0.196	-0.45
O	15.386	15.101	28.022	-0.102	0.08	-0.152
O	12.665	12.95	25.825	0.084	0.162	-0.305
O	19.191	2.492	30.65	0.049	-0.135	0.379
O	21.36	8.473	30.437	0.349	-0.08	0.531
O	17.682	15.946	27.218	0.031	-0.162	-0.041
H	12.081	8.96	22.942	-0.089	-0.141	0.028
H	10.506	9.907	23.991	0.204	-0.051	-0.008

Results
total energy: -101252.410 eV
total energy less fixed offsets of H -15.91, O -438.35, Si -107.03 eV per atom: -5.740 eV
